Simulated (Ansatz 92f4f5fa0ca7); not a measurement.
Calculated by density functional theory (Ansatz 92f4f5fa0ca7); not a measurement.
Periodic cell of 351 atoms, Si241O110, from a study of silicon, its oxide and their interface. The atomic structure is a simulated model.
Doubt: the cutoff is far below the 930 eV that the study's wrapper takes by default for these files, so forces and energies are approximate.

Settings: functional PBE; potential files Ansatz PAW; basis plane waves; wave-function cutoff 580 eV; density cutoff ratio 5; exchange-correlation grid ratio 1; k mesh 1 x 1 x 1, Gamma-centred; self-consistency stop 5e-08 eV per atom in the density residual; occupations fixed; spin none; net charge 0.

Cell vectors (angstrom)
a 11.6015 0 0
b 0 13.3963 0
c 0 0 40.2471

Atoms: element, x, y, z (angstrom)
Si 0 2.2327 1.1851
Si 3.8672 2.2327 1.1851
Si 7.7343 2.2327 1.1851
Si 1.9336 5.5818 1.1851
Si 5.8008 5.5818 1.1851
Si 9.6679 5.5818 1.1851
Si 0 8.9308 1.1851
Si 3.8672 8.9308 1.1851
Si 7.7343 8.9308 1.1851
Si 1.9336 12.2799 1.1851
Si 5.8008 12.2799 1.1851
Si 9.6679 12.2799 1.1851
Si 1.9336 1.1164 1.9745
Si 5.8008 1.1164 1.9745
Si 9.6679 1.1164 1.9745
Si 0 4.4654 1.9745
Si 3.8672 4.4654 1.9745
Si 7.7343 4.4654 1.9745
Si 1.9336 7.8145 1.9745
Si 5.8008 7.8145 1.9745
Si 9.6679 7.8145 1.9745
Si 0 11.1635 1.9745
Si 3.8672 11.1635 1.9745
Si 7.7343 11.1635 1.9745
Si 1.9336 1.1164 4.3426
Si 5.8008 1.1164 4.3426
Si 9.6679 1.1164 4.3426
Si 0 4.4654 4.3426
Si 3.8672 4.4654 4.3426
Si 7.7343 4.4654 4.3426
Si 1.9336 7.8145 4.3426
Si 5.8008 7.8145 4.3426
Si 9.6679 7.8145 4.3426
Si 0 11.1635 4.3426
Si 3.8672 11.1635 4.3426
Si 7.7343 11.1635 4.3426
Si 0 0 35.9065
Si 3.8672 0 35.9065
Si 7.7343 0 35.9065
Si 1.9336 3.3491 35.9065
Si 5.8008 3.3491 35.9065
Si 9.6679 3.3491 35.9065
Si 0 6.6981 35.9065
Si 3.8672 6.6981 35.9065
Si 7.7343 6.6981 35.9065
Si 1.9336 10.0472 35.9065
Si 5.8008 10.0472 35.9065
Si 9.6679 10.0472 35.9065
Si 0 0 38.2747
Si 3.8672 0 38.2747
Si 7.7343 0 38.2747
Si 1.9336 3.3491 38.2747
Si 5.8008 3.3491 38.2747
Si 9.6679 3.3491 38.2747
Si 0 6.6981 38.2747
Si 3.8672 6.6981 38.2747
Si 7.7343 6.6981 38.2747
Si 1.9336 10.0472 38.2747
Si 5.8008 10.0472 38.2747
Si 9.6679 10.0472 38.2747
Si 0 2.2327 39.0641
Si 3.8672 2.2327 39.0641
Si 7.7343 2.2327 39.0641
Si 1.9336 5.5818 39.0641
Si 5.8008 5.5818 39.0641
Si 9.6679 5.5818 39.0641
Si 0 8.9308 39.0641
Si 3.8672 8.9308 39.0641
Si 7.7343 8.9308 39.0641
Si 1.9336 12.2799 39.0641
Si 5.8008 12.2799 39.0641
Si 9.6679 12.2799 39.0641
Si -0.0184 -0.0021 28.8292
Si 3.9034 0.1887 28.7001
Si 7.7805 0.0464 28.8257
Si 2.1273 3.3192 28.9041
Si 5.761 3.2737 29.079
Si 9.7576 3.4217 28.9177
Si 0.3138 6.8659 28.7479
Si 4.1886 6.7025 28.6951
Si 7.7739 6.5957 28.8179
Si 1.9574 10.0521 28.9428
Si 5.9141 10.0609 28.6113
Si 9.7391 10.0359 28.8653
Si 0.0991 2.2533 29.536
Si 3.892 2.1808 29.9453
Si 7.8096 2.2608 29.604
Si 2.1689 5.6157 29.4382
Si 5.9114 5.5338 29.761
Si 9.8714 5.7061 29.4191
Si 0.0523 8.9653 29.7632
Si 3.9945 8.9482 29.4268
Si 7.7779 8.8965 29.4725
Si 2.0029 12.3551 29.4318
Si 5.8005 12.313 29.3902
Si 9.6765 12.2741 29.6047
Si 0.0643 2.2464 31.9278
Si 3.8943 2.2064 32.2198
Si 7.775 2.249 31.9687
Si 2.0289 5.5957 31.8696
Si 5.8489 5.5641 32.0801
Si 9.757 5.641 31.8561
Si 0.02 8.9421 32.0794
Si 3.925 8.934 31.8561
Si 7.7636 8.9181 31.8888
Si 1.9764 12.3111 31.8636
Si 5.8029 12.2834 31.8389
Si 9.6805 12.2867 31.9701
Si 1.9291 1.0883 32.8104
Si 5.8696 1.0802 32.7874
Si 9.714 1.1354 32.7486
Si 0.0673 4.4984 32.703
Si 3.893 4.4791 32.8218
Si 7.8361 4.4858 32.7543
Si 2.0012 7.8174 32.7309
Si 5.833 7.8308 32.7532
Si 9.6766 7.8194 32.7789
Si 0.045 11.2043 32.7501
Si 3.8846 11.1658 32.7038
Si 7.7282 11.1582 32.7121
Si 1.9259 1.1082 35.1542
Si 5.8125 1.1055 35.1375
Si 9.6757 1.1179 35.1191
Si 0.0078 4.4704 35.0907
Si 3.8651 4.4727 35.159
Si 7.7505 4.4692 35.1168
Si 1.9464 7.8128 35.1044
Si 5.8029 7.8222 35.1198
Si 9.6632 7.8118 35.1328
Si 0.008 11.1726 35.1158
Si 3.8697 11.1639 35.0907
Si 7.7302 11.1625 35.096
Si -0.0043 0.0073 5.0764
Si 3.8636 0.0177 5.1048
Si 7.7312 0.0077 5.0755
Si 1.9404 3.3461 5.1244
Si 5.7905 3.3542 5.1825
Si 9.6611 3.3507 5.1262
Si -0.0052 6.6948 5.1578
Si 3.8737 6.6938 5.1666
Si 7.7234 6.6976 5.1734
Si 1.9297 10.0367 5.124
Si 5.7998 10.0354 5.1064
Si 9.6581 10.0335 5.1234
Si -0.0478 0.0331 7.4051
Si 3.8241 0.0588 7.4464
Si 7.6905 0.0066 7.4034
Si 1.9428 3.34 7.4868
Si 5.7526 3.3557 7.5917
Si 9.6199 3.3514 7.4887
Si -0.0383 6.6812 7.546
Si 3.8707 6.6818 7.5644
Si 7.6801 6.7 7.5761
Si 1.8908 10.0106 7.4803
Si 5.7636 10.0026 7.4535
Si 9.6022 9.9921 7.4808
Si -0.0212 2.2599 8.2244
Si 3.817 2.2339 8.4663
Si 7.7032 2.197 8.3015
Si 1.9199 5.5548 8.3115
Si 5.7819 5.5749 8.5151
Si 9.6095 5.5597 8.3585
Si -0.0583 8.928 8.3477
Si 3.839 8.932 8.3391
Si 7.6582 8.9383 8.4169
Si 1.8807 12.2892 8.092
Si 5.7463 12.2613 8.0738
Si 9.6242 12.2639 8.0844
Si -0.0071 2.2984 10.5716
Si 3.7719 2.2173 10.9646
Si 7.7008 2.1188 10.6913
Si 1.9227 5.5463 10.6868
Si 5.7795 5.5671 11.0187
Si 9.5462 5.5329 10.7593
Si -0.1059 8.9219 10.7629
Si 3.8184 8.9595 10.7492
Si 7.5912 8.9712 10.8804
Si 1.8247 12.3187 10.3918
Si 5.7257 12.2519 10.3722
Si 9.6126 12.2601 10.3812
Si 1.7676 1.0231 11.4373
Si 5.7322 0.9519 11.3509
Si 9.7498 1.0297 11.2506
Si -0.0504 4.5038 11.4336
Si 3.7886 4.4946 11.7148
Si 7.7187 4.2693 11.6303
Si 1.8766 7.7928 11.3561
Si 5.6678 7.8592 11.7561
Si 9.5276 7.7867 11.467
Si -0.081 11.2498 11.2476
Si 3.7488 11.2997 11.1862
Si 7.6776 11.323 11.2832
O 3.5748 11.9834 12.7315
O 9.3516 7.6211 13.1408
O 7.8005 11.9723 12.8458
O 7.9653 3.7243 13.234
O -0.0447 4.5286 13.1138
O 1.692 5.0207 15.0678
O 20.3507 -4.0702 20.0304
O -0.1124 11.7596 12.8596
O 5.7742 0.3654 12.9361
O 14.6778 4.8635 20.9137
O 5.3849 7.9362 13.4443
O 1.472 7.6041 21.7051
O 13.1758 9.922 27.3148
O 10.8551 1.8466 25.4666
O 12.0709 13.1186 24.673
O 14.1377 9.6442 17.7069
O 10.9173 6.5249 23.5303
O 6.216 16.4789 23.6073
O 4.0491 2.8302 25.1319
O -0.2632 -0.1371 27.1818
O 9.7174 3.4804 27.2575
O -0.8599 15.7451 21.5277
O 2.5527 3.1251 27.2744
O 3.8914 0.8037 27.0849
Si 0.0752 12.2181 19.3006
Si 12.7458 12.0741 23.6415
Si 3.1092 -0.1033 16.3247
Si -0.6433 18.2951 23.5181
Si 10.8987 0.2376 25.6715
Si 3.1358 9.8266 24.4274
Si 11.7213 18.4338 14.6464
Si 19.1708 29.0533 23.9382
Si -6.2348 8.9153 14.7583
Si 29.3402 -16.3962 25.395
Si 15.5454 2.4294 26.7284
Si 15.0063 11.136 14.1013
Si 13.448 9.6085 19.1982
Si 6.1108 -2.3899 19.1998
Si -1.6163 16.5869 25.7057
Si -14.8525 16.9744 18.9265
Si 7.5316 -4.8461 19.2445
Si 12.0538 -6.0787 20.4354
Si 10.3009 7.8779 14.4319
Si -1.537 -5.8873 22.5272
Si 7.0498 -0.2711 13.7364
Si 18.1857 1.2559 18.0836
Si 7.8177 -13.6427 25.6143
Si 1.4542 8.6932 14.124
Si -2.2568 3.1358 21.7979
Si 27.4287 -0.2934 19.3013
Si -7.2751 5.5046 21.7257
Si 3.7601 19.1605 17.6169
Si 13.5971 4.7414 19.7072
Si 8.8919 10.9371 20.3608
Si 16.6366 -9.4946 24.3687
Si 12.2412 16.3913 21.5702
Si 7.651 16.005 14.389
Si 7.1321 -1.3681 16.5889
Si -5.5176 6.2148 26.2207
Si 13.4722 13.7551 21.267
Si -0.0937 -0.1103 13.4625
Si 17.9233 5.754 19.4783
Si 1.2453 -4.7472 26.3362
Si 3.2551 4.6075 14.9392
Si 21.6028 9.4682 25.7165
Si 8.1567 22.6837 16.261
Si 26.1436 8.3895 16.7361
Si -8.6376 8.2971 21.6699
Si 4.9077 2.2277 15.7385
Si 0.1301 0.3833 16.5061
Si 10.1771 -2.8498 22.9986
Si 7.7578 8.0659 24.4143
Si 9.9902 16.4673 16.4841
O 20.6232 -15.6895 21.9862
O 7.169 14.2197 24.5673
O -1.3318 0.776 12.8438
O 14.4774 7.1193 17.7373
O -1.0764 7.0505 21.0032
O -3.2798 15.4778 22.4953
O -0.0601 -0.6344 17.7686
O 9.5837 17.8191 22.7691
O -1.791 -3.2587 27.1809
O 2.0527 11.0427 24.501
O 7.4223 0.0978 17.2667
O -5.9288 2.2869 17.1911
O 11.459 8.9478 14.0114
O 23.7729 -4.8179 19.388
O 6.0392 11.2937 17.5744
O 21.0239 -0.3584 25.2872
O 8.5221 3.0592 24.9944
O 4.4033 8.4557 16.0091
O 16.693 -7.3056 18.4776
O 4.771 6.7324 27.0784
O 14.1517 8.5764 25.335
O 13.3271 14.164 16.4024
O 15.7106 7.1304 21.7736
O 3.4898 12.9222 17.8643
O -6.038 0.6278 19.1781
O 12.5698 19.3941 19.6431
O 1.8882 -5.8462 13.035
O 13.3979 21.571 15.6152
O 7.2661 7.0508 19.7809
O 4.3311 4.8194 23.2076
O 21.2607 10.5553 24.5396
O 8.3668 10.9233 16.4969
O 12.2131 4.2469 22.6561
O 7.7293 13.6401 27.1611
O 14.8503 9.3129 22.8933
O 11.0229 -6.9054 14.8969
O 21.2207 17.1417 17.9237
O -12.4211 1.6751 16.7744
O 4.5712 10.4244 24.9193
O 11.3221 13.1196 15.077
O -2.1376 8.5815 15.6316
O 7.1949 18.0678 18.6472
O 6.8873 -1.5574 25.3906
O 6.1409 -3.9957 19.4698
O 15.1627 3.1019 15.5012
O 14.4371 4.5828 18.303
O -6.8374 11.6512 19.848
O 10.8937 4.3906 25.0618
O 7.5122 11.6456 19.8142
O 1.0692 3.4501 20.0528
O 13.7075 -0.6653 22.5099
O 20.1742 2.9257 15.6975
O -9.3536 10.0458 13.7859
O 5.2936 3.0326 27.4764
O 7.9701 14.432 14.0725
O 3.743 4.7259 13.3953
O 8.8073 17.2031 20.4474
O 6.5877 7.0746 24.9232
O 14.5178 11.971 15.4075
O 8.4644 7.5534 22.9935
O 17.6414 2.7142 14.6807
O 6.9751 9.4983 24.3023
O 15.7001 5.5027 16.0384
O 18.4958 9.0498 15.2754
O 16.427 10.3852 14.3374
O 5.687 18.2162 25.5235
O -3.7035 -4.8841 17.6643
O 7.377 6.1556 27.2274
O 1.3037 0.6861 13.0471
O 8.9716 8.2099 25.5138
O 6.5911 -1.0353 15.1027
O 28.9272 -8.1806 20.9095
O 10.2182 -1.7978 19.6903
O 14.6049 9.1777 20.2833
O 7.7472 15.4746 18.8339
O -7.2651 0.7059 15.6244
O 0.8735 -6.1096 27.1783
O 3.2213 0.3758 20.3679
O 12.861 11.1045 19.4257
O 12.1647 26.7932 20.3322
O 11.5381 -2.0011 22.7855
O 6.145 9.8449 26.9376
O -0.6179 4.0195 15.6594
O 11.5269 -4.3992 25.4564
O -0.9947 -4.3679 22.6226
O 24.8749 15.2118 21.9792

Results
free energy: -215761.157 eV
free energy less fixed offsets of O -568.88, Si -635.61 eV per atom: -2.347 eV

Forces (eV/angstrom), in the order of the atoms: element, x, y, z
Si 0.0002 -0.0235 -0.0254
Si 0.0031 -0.0209 -0.0122
Si 0.017 -0.0301 -0.0104
Si 0.0018 0.0139 0.0041
Si -0.007 0.0036 -0.0308
Si 0.0145 0.0275 0.0177
Si -0.0023 0.0187 0.038
Si 0.0097 0.0065 0.0272
Si -0.0014 0.0204 0.009
Si 0.0094 0.0132 0.0136
Si 0.0129 0.0013 0.0271
Si -0.008 -0.0016 -0.0006
Si -0.0075 0.0371 0.0003
Si -0.0264 0.0934 -0.005
Si -0.0144 0.0518 0.0068
Si 0.0069 -0.0105 -0.0097
Si 0.0423 0.0123 -0.0028
Si -0.0682 0.0115 -0.0185
Si 0.0134 -0.0762 -0.0129
Si -0.0021 -0.0769 -0.0022
Si -0.031 -0.0762 -0.0047
Si -0.0282 -0.0373 -0.0126
Si -0.0206 0.0086 -0.0132
Si 0.0049 -0.0302 0.0004
Si 0.0001 0.0913 -0.3142
Si -0.0639 0.228 -0.1318
Si -0.034 0.1227 -0.3357
Si -0.0039 0.0164 0.1215
Si 0.0642 0.0219 0.0763
Si -0.1562 0.034 0.2226
Si 0.0116 -0.1478 0.1429
Si -0.0133 -0.1612 -0.0394
Si -0.0935 -0.1525 0.0761
Si -0.058 -0.0958 0.0201
Si -0.0467 0.0149 0.0931
Si -0.0199 -0.064 -0.0989
Si -0.0709 -0.0307 0.2656
Si 0.0349 -0.1034 -0.0065
Si 0.1408 -0.0844 0.0634
Si -0.0903 0.0351 0.0627
Si 0.1217 0.0062 -0.0967
Si 0.1383 0.031 -0.0177
Si 0.0891 -0.0154 -0.126
Si 0.0527 0.123 0.158
Si -0.0354 0.003 0.0862
Si 0.0833 0.0054 -0.118
Si -0.0102 0.074 -0.0239
Si 0.0009 0.0667 -0.1574
Si -0.0429 -0.0064 -0.0028
Si 0.0179 -0.0259 0.0129
Si 0.0564 -0.0361 0.0089
Si -0.0461 -0.0013 -0.0066
Si 0.0466 0.0026 0.0047
Si 0.065 0.0124 -0.0082
Si 0.0306 0.0055 0.0154
Si 0.022 0.0478 0.0031
Si -0.0261 -0.0001 -0.0046
Si 0.0321 0.0108 0.0084
Si -0.0144 0.0363 0.0056
Si -0.0084 0.049 0.0223
Si -0.0011 0.0093 0.0312
Si -0.0117 0.0157 -0.0292
Si -0.0102 0.0188 -0.0195
Si 0.0097 -0.0129 -0.0103
Si 0.0008 0.0049 0.0107
Si -0.019 -0.0258 -0.0198
Si 0.0018 -0.0166 -0.0358
Si -0.0028 -0.0158 0.0086
Si -0.0044 -0.0219 -0.0203
Si -0.0209 -0.0014 -0.0126
Si -0.004 0.0018 -0.0043
Si 0.0108 0.0127 0.0384
Si -0.1626 -0.0806 -0.6366
Si 0.0041 0.3445 -0.4974
Si -0.0886 0.1447 -0.6411
Si 0.0579 -0.038 -0.4675
Si -0.2495 -0.0968 -0.5302
Si 0.0446 0.0389 -0.6458
Si 0.3266 0.2023 -0.4564
Si 0.3827 0.0801 -0.5827
Si -0.2121 -0.279 -0.4809
Si -0.1262 0.0909 -0.4672
Si 0.2509 -0.1108 -0.6494
Si 0.1066 0.0951 -0.6373
Si 0.0126 -0.0205 0.2972
Si 0.1399 0.0909 0.3172
Si 0.0024 0.0306 0.3653
Si -0.1027 -0.1161 0.3405
Si 0.0836 -0.0302 0.2771
Si -0.0233 0.0102 0.3259
Si 0.0332 0.0287 0.2353
Si -0.1759 -0.0417 0.3257
Si -0.0453 -0.0772 0.3526
Si 0.0548 -0.086 0.3478
Si 0.0675 0.0179 0.2706
Si 0.05 -0.0181 0.4165
Si -0.0999 -0.006 0.0736
Si -0.0535 -0.0473 0.1005
Si 0.0216 -0.0122 0.1138
Si 0.0209 0.0259 0.0595
Si 0.0256 0.0285 0.0782
Si 0.0295 0.0047 0.0602
Si 0.0193 -0.0411 0.0837
Si 0.0552 0.0268 0.0862
Si -0.0024 -0.0063 0.0537
Si -0.0046 -0.0282 0.0642
Si -0.0121 -0.0786 0.0641
Si -0.0549 -0.0156 0.0578
Si 0.0384 0.0109 -0.0187
Si -0.0149 0.0201 -0.1192
Si 0.0068 -0.0022 -0.1089
Si 0.0039 -0.0075 -0.2046
Si 0.0143 0.0282 -0.0547
Si -0.0674 -0.001 -0.1694
Si -0.0467 -0.0277 -0.1511
Si -0.0159 0.0245 -0.1232
Si -0.0044 0.0096 -0.1191
Si -0.0396 -0.0149 -0.1475
Si 0.0572 0.0208 -0.2069
Si 0.0207 0.006 -0.1539
Si -0.0497 -0.0436 -0.0279
Si 0.0273 -0.0453 0.0139
Si -0.0205 0.0125 -0.041
Si -0.0008 0.0064 0.0104
Si -0.0305 0.0012 0.0014
Si 0.0499 -0.0074 0.0268
Si 0.0103 -0.012 0.0263
Si 0.0092 -0.0012 -0.0079
Si -0.0269 -0.0139 0.013
Si 0.0167 0.0145 0.0258
Si -0.0083 -0.0253 0.0253
Si -0.0569 -0.0269 0.0051
Si -0.0116 0.0532 0.0193
Si 0.0063 0.0454 -0.0447
Si -0.0065 0.0091 0.0086
Si 0.0485 0.0207 0.0026
Si 0.0039 0.0094 -0.0305
Si -0.0062 0.0139 0.0051
Si -0.0063 0.0374 0.0009
Si 0.02 0.0368 -0.0063
Si 0.0106 0.0575 -0.016
Si 0.0031 -0.0414 -0.0351
Si 0.0019 -0.0569 -0.0182
Si -0.0062 -0.0518 -0.0322
Si 0.0175 -0.0462 -0.0448
Si -0.0283 -0.0348 0.1611
Si -0.0095 0.0114 0.0188
Si -0.0528 -0.0062 0.1212
Si 0.0129 0.0039 0.2538
Si 0.0018 0.0183 0.0905
Si 0.006 0.0137 0.1449
Si -0.0209 -0.0041 0.1611
Si 0.0119 -0.0292 0.2079
Si -0.0021 -0.0245 0.1705
Si -0.0175 -0.0332 0.1376
Si 0.0531 -0.0053 0.1775
Si 0.0731 0.0793 -0.0581
Si 0.0127 0.0373 -0.0663
Si 0.0125 -0.0201 0.0105
Si 0.0105 0.0014 -0.0444
Si 0.0293 0.0115 -0.0678
Si -0.019 -0.0009 -0.0532
Si -0.0165 -0.0079 -0.026
Si -0.0171 0.0193 -0.0195
Si -0.0328 0.0154 -0.0524
Si -0.0381 0.0683 -0.0346
Si 0.0564 -0.0057 -0.0135
Si 0.0232 0.0159 -0.0683
Si -0.1585 -0.0034 -0.3561
Si 0.0786 -0.0396 -0.2834
Si -0.0507 0.0494 -0.2685
Si -0.0823 0.0546 -0.3893
Si 0.0099 -0.0161 -0.2745
Si 0.1227 0.05 -0.3953
Si 0.0544 0.1907 -0.2925
Si -0.0175 0.1265 -0.2559
Si 0.1445 0.1764 -0.2997
Si 0.0355 -0.2001 -0.406
Si -0.0709 -0.1222 -0.2553
Si -0.024 -0.0544 -0.3125
Si -0.1358 -0.0539 0.5178
Si -0.0821 -0.1356 0.4125
Si 0.2638 -0.0041 0.5046
Si -0.006 0.0671 0.6268
Si 0.0519 0.1571 0.627
Si 0.0868 -0.4299 0.3994
Si -0.0289 -0.3428 0.4426
Si -0.2794 -0.0412 0.603
Si -0.1775 -0.1938 0.4705
Si 0.0308 0.0903 0.4859
Si -0.0197 0.3277 0.2545
Si 0.055 0.3095 0.4454
O 0.1053 -0.2472 -0.0452
O -0.0109 0.0922 -0.3685
O -0.0401 -0.133 -0.1614
O -0.0197 0.3183 -0.4248
O -0.0161 -0.1005 -0.4359
O 0.0041 0.0393 -0.1148
O -0.0285 -0.0095 -0.0552
O 0.0453 -0.0949 -0.2533
O -0.0443 0.1397 -0.2407
O 0.0338 -0.009 0.056
O 0.138 -0.1164 -0.6473
O 0.005 0.0086 -0.0029
O 0.0806 -0.0556 0.2597
O 0.1065 -0.053 0.1621
O -0.1812 0.1138 0.206
O 0.0222 -0.1109 -0.1625
O 0.0333 -0.0523 0.0781
O -0.0867 0.0461 0.172
O -0.1326 -0.2461 0.374
O 0.1246 0.0311 0.3804
O 0.0162 0.0194 0.3389
O 0.0765 0.0411 0.0162
O -0.1628 0.0568 0.2836
O -0.0252 -0.2481 0.4612
Si 0.0301 0.0051 0.0322
Si 0.0741 -0.1342 -0.2184
Si -0.0746 0.3513 0.3992
Si -0.0877 0.0229 -0.2725
Si 0.0567 0.0873 -0.4086
Si -0.0275 0.091 -0.3419
Si -0.1082 -0.189 0.3434
Si -0.0349 0.071 -0.2421
Si 0.1147 0.0486 0.4368
Si -0.1153 0.1702 -0.4328
Si 0.2127 0.1303 -0.2548
Si -0.0129 0.1716 0.3045
Si -0.0242 -0.0079 0.0747
Si -0.0389 0.0661 0.0719
Si -0.0875 0.018 -0.4174
Si 0.1028 -0.101 0.0776
Si -0.02 -0.004 0.0119
Si 0.0653 -0.0686 0.0158
Si -0.0588 0.1017 0.4381
Si -0.0067 0.0256 0.0009
Si -0.2016 -0.2905 0.1263
Si 0.0646 -0.0504 0.1322
Si -0.0404 -0.0088 -0.3776
Si 0.0508 -0.3059 0.2414
Si -0.1215 -0.0864 -0.0158
Si 0.0063 0.0301 0.0355
Si -0.0539 0.0648 -0.1284
Si -0.0781 -0.0163 0.3113
Si 0.0114 0.0005 0.036
Si 0.0159 0.012 0.0999
Si 0.2427 -0.0107 -0.4985
Si -0.0612 -0.0049 -0.0597
Si 0.062 0.1077 0.4954
Si 0.146 -0.0562 0.5539
Si 0.0834 -0.0017 -0.1365
Si 0.0359 -0.0792 0.0012
Si -0.1358 0.0413 0.2564
Si -0.0388 -0.0312 0.1072
Si 0.0876 0.1747 -0.2051
Si -0.0147 -0.161 0.4159
Si -0.1911 0.0406 -0.2705
Si -0.0274 0.2005 0.4135
Si -0.0075 0.0325 0.4741
Si -0.0179 -0.0751 -0.0339
Si -0.0553 -0.1715 0.4592
Si 0.2232 0.2755 0.4912
Si 0.116 -0.0237 -0.3077
Si 0.1863 0.0111 -0.4382
Si 0.1891 -0.1615 0.3467
O 0.0204 -0.0039 0.1101
O 0.0387 -0.1164 0.2409
O -0.1262 -0.0234 -0.1797
O 0.0094 0.0166 -0.1555
O -0.0047 0.0662 -0.024
O 0.0429 -0.0123 0.1035
O -0.0455 -0.034 -0.1624
O 0.0449 0.0051 0.1112
O -0.0498 -0.0454 0.3423
O 0.0044 -0.065 0.0889
O -0.0214 -0.0957 -0.179
O -0.096 0.0802 -0.2578
O 0.0082 0.1602 -0.158
O -0.0273 -0.023 -0.0462
O -0.0364 0.0529 -0.1615
O 0.0073 -0.0283 0.1055
O 0.0854 0.0665 0.1855
O 0.1387 0.0316 -0.2472
O -0.028 0.0024 -0.1649
O -0.3736 0.1219 0.3895
O -0.119 -0.1453 0.2436
O -0.0603 -0.0675 -0.1109
O -0.0116 -0.0051 0.0047
O -0.0244 -0.0542 -0.1845
O 0.0046 0.023 0.0042
O -0.0463 0.0175 -0.0542
O 0.0409 0.186 -0.1998
O -0.1278 0.0869 -0.2114
O 0.0268 0.0112 0.0308
O -0.0079 -0.0415 0.1935
O 0.0103 -0.0598 0.2226
O -0.0587 -0.0437 -0.175
O 0.0095 -0.0332 0.1201
O -0.0383 0.0036 0.4202
O 0.0283 0.0205 0.1436
O -0.0541 0.1226 -0.0986
O -0.0314 0.0538 -0.0934
O -0.0841 0.0088 -0.1553
O 0.0791 -0.0344 0.1313
O -0.0342 -0.0606 -0.4788
O 0.2637 -0.1988 -0.2644
O -0.0273 0.0555 -0.0561
O 0.0009 -0.0607 0.1241
O 0.044 0.0461 -0.0256
O -0.0407 0.0824 -0.1503
O 0.0384 0.0887 -0.0795
O 0.0676 -0.0015 -0.0077
O -0.0139 0.005 0.1448
O -0.0053 -0.0384 0.0022
O -0.0058 0.0221 0.0107
O -0.0231 0.0502 0.0394
O -0.3058 -0.0348 -0.351
O -0.1028 0.1029 -0.1407
O -0.0314 0.0142 0.0533
O 0.1101 -0.0755 -0.1938
O 0.1006 -0.0417 -0.6501
O 0.0077 0.0605 -0.0019
O -0.201 -0.0884 0.2593
O 0.0308 -0.346 -0.3389
O -0.0477 0.0355 0.1671
O 0.1447 0.0479 -0.267
O -0.0645 0.0184 0.1484
O -0.0054 0.0494 -0.2271
O -0.1801 -0.0674 -0.2014
O 0.0029 0.062 -0.1883
O -0.0144 0.0412 0.2103
O 0.0118 0.0197 -0.1489
O 0.2291 0.1371 0.3345
O 0.1492 -0.0127 -0.2714
O 0.0059 -0.0322 0.2513
O 0.0275 0.1554 -0.3081
O 0.025 -0.0108 0.0187
O -0.0535 -0.0134 -0.0503
O -0.0295 0.0127 0.006
O -0.0375 -0.0296 -0.0103
O 0.0697 0.0198 -0.1467
O -0.0757 -0.2501 0.3259
O -0.0234 0.0452 0.0445
O 0.0192 -0.0756 -0.0125
O 0.01 0.0313 0.0175
O -0.0506 0.0005 0.1433
O -0.0932 -0.0086 0.6997
O 0.147 0.1368 -0.2609
O 0.0906 -0.0413 0.1054
O 0.046 0.0174 0.053
O 0 0.0171 0.052

The program warned: the cutoff lies below the one the program advises for these potential files; the forces do not sum to zero within the program's tolerance; the exchange-correlation potential is rough where the density is thin.
